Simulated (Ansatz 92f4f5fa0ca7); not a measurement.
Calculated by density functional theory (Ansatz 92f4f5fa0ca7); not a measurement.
Periodic cell of 148 atoms, Si92O56, from a study of silicon, its oxide and their interface. The atomic structure is a simulated model.

Settings
functional: r2SCAN
potential files: Ansatz norm-conserving
basis: plane waves
wave-function cutoff: 1300 eV
density cutoff ratio: 4
exchange-correlation grid ratio: 1
k mesh: 2 x 2 x 1, shifted by 0.5 0.5 0.5 of a step
self-consistency stop: 5e-08 eV per atom in the density residual
occupations: Fermi-Dirac, 0.05 eV
spin: none
net charge: 0

Cell vectors (angstrom)
a  10.88  0  0
b  0  10.88  0
c  0  0  21.5691

Atoms and the computed forces on them: element, x, y, z (angstrom), force x, y, z (eV/angstrom)
Si  0.6928  -0.7358  -0.5116  0.3888  2.3817  0.1111
Si  3.5141  1.6268  -0.3557  1.0604  -1.0431  -0.0638
Si  -0.8424  4.6236  -0.9261  -1.5727  -1.4356  0.5442
Si  3.3613  7.8069  -0.3799  0.7603  0.7975  1.3463
Si  5.8365  -0.1748  -0.2484  -1.4733  1.4611  -0.6736
Si  9.4688  3.9428  1.2794  0.1875  0.0315  -0.1799
Si  6.311  4.5284  -0.8401  -0.2465  -1.2643  -2.2646
Si  10.1586  7.8158  -1.1925  -0.9782  -1.6277  -0.4761
Si  2.0219  0.4063  1.0332  1.2428  -0.6897  -0.0477
Si  4.1807  3.946  0.1863  -0.043  -0.2843  -0.2978
Si  2.316  6.1537  1.0369  -0.458  -0.0879  -0.8896
Si  5.4932  8.5585  0.6262  -1.6898  -1.0158  0.0524
Si  6.5702  1.8576  1.9032  0.283  -0.098  -0.5047
Si  7.8315  2.7471  0.1225  0.5694  -0.2187  1.0015
Si  6.9625  6.8004  1.3169  0.0105  -0.0994  -0.5063
Si  8.5394  8.5411  1.1893  0.1657  1.6139  -1.5439
Si  0.1104  2.5121  2.5535  0.2805  0.0435  -0.5956
Si  3.064  -0.3566  3.0732  0.3087  -1.3582  -0.2613
Si  0.2309  7.7573  2.8817  -2.6767  2.6288  0.8795
Si  3.2437  4.9143  2.7536  -0.0369  -0.5829  0.5159
Si  4.8594  3.134  2.8267  0.8083  0.4603  1.1187
Si  7.8577  0.1055  2.9856  -0.094  0.4511  -2.6567
Si  4.9898  8.875  2.8851  -2.0291  -0.443  0.5844
Si  8.2325  5.3221  2.7053  -0.3677  0.4998  0.7018
Si  1.3573  3.8792  4.0867  1.384  -0.8393  -0.4818
Si  4.1653  1.3168  4.2841  -0.3789  0.7172  0.3156
Si  1.3447  9.3726  4.2879  0.6565  -0.6198  -1.3613
Si  3.9564  6.7856  4.1089  0.5504  0.8246  -0.4187
Si  6.7943  4.1278  4.1225  -0.483  -0.3965  0.2044
Si  9.6108  1.1621  3.9634  0.6282  0.4408  -0.7175
Si  6.6556  9.6729  4.2888  -0.2958  -0.8834  1.1096
Si  9.5548  6.5561  4.2391  -0.405  0.3634  -0.8973
Si  -0.168  -0.2431  5.3468  0.7902  0.8636  1.2729
Si  2.655  2.5093  5.6841  0.0281  0.6493  -0.764
Si  0.0667  5.1815  5.4329  -0.527  0.622  1.0493
Si  2.5675  7.9851  5.6734  1.4857  0.6589  -0.7337
Si  5.6396  0.2646  5.8892  0.4038  -0.2227  -1.3184
Si  8.3748  2.6053  5.2681  -0.7025  1.7903  0.3807
Si  5.3278  5.5138  5.4989  -0.2502  -1.5335  -0.3458
Si  7.9219  7.9324  5.3511  0.9566  1.2969  0.1572
Si  1.2226  1.1002  6.8593  -0.5029  0.2728  0.5534
Si  4.1101  3.9486  6.9711  -0.5503  0.8029  -0.731
Si  1.1972  6.6379  6.8866  0.9989  -1.6934  0.7954
Si  4.2021  9.5752  6.7138  -0.3954  -1.8116  0.9968
Si  7.2221  1.702  7.0006  0.3413  -1.7607  -0.6907
Si  9.4719  4.0649  6.8972  0.5983  -0.9987  0.3688
Si  6.6475  6.7297  6.8086  0.3463  0.3949  1.3591
Si  9.3366  9.4098  6.6872  -0.0128  -0.1045  1.5647
Si  0.0544  2.5972  8.4536  -0.1255  0.5693  -1.5198
Si  2.6514  -0.3249  8.0328  -0.397  -0.1242  0.6386
Si  -0.182  7.9399  8.1161  0.0689  1.6156  0.3877
Si  2.6462  5.2236  8.4198  0.2927  1.3115  -0.2965
Si  5.7296  2.8142  8.181  -3.0141  -0.9324  2.1946
Si  8.5533  0.336  8.4003  -0.8486  -1.4167  -0.2284
Si  5.347  8.0515  8.283  0.6741  1.06  -0.5529
Si  7.9736  5.4305  8.2323  1.0546  0.8807  -0.9718
Si  1.4083  3.8587  9.8544  0.4299  0.4156  -0.5013
Si  3.7656  0.6514  9.8589  0.8887  0.1713  -0.9522
Si  1.4042  9.2363  9.4702  -0.6802  0.591  -0.3983
Si  3.9198  6.958  9.693  -1.087  -1.6372  -0.53
Si  6.6152  4.3173  9.6114  -0.3404  -0.3642  1.4779
Si  9.5639  1.6816  10.0317  -0.1025  -0.426  1.5331
Si  6.6479  9.184  9.9961  -0.5322  1.1469  -1.5494
Si  9.4454  6.7652  9.5896  0.42  -1.0769  -0.2645
Si  0.7277  0.5145  11.5111  1.4326  -0.6557  -0.2047
Si  2.4238  2.0951  10.9425  -0.743  -1.0004  1.3965
Si  -0.1594  5.2304  10.9173  -0.6982  -0.1097  -3.061
Si  3.0539  8.5865  11.0426  -0.4088  0.9742  0.5871
Si  5.0071  -0.769  11.3093  0.1361  0.4131  -0.3096
Si  8.2815  3.3887  10.9916  -1.614  0.9205  0.6143
Si  5.3654  5.8823  11.0807  1.4848  -0.0864  -0.3265
Si  7.985  7.7742  11.075  -0.3671  -0.6516  3.0147
Si  3.575  3.3176  13.5406  1.5799  0.2205  0.3731
Si  6.8438  3.0858  13.8234  -2.0106  -0.5667  2.5753
Si  2.0924  9.0277  13.1463  -3.093  1.6157  -2.4797
Si  7.724  4.2487  15.8085  0.563  -0.9936  0.1162
Si  4.7143  -1.629  14.8212  0.9814  0.2668  0.8407
Si  6.7164  6.0062  17.7499  -0.2228  -2.374  2.798
Si  17.455  11.0528  14.0048  0.1081  -0.3445  -0.8997
Si  1.1432  -4.4458  13.3916  -0.9626  0.489  2.4738
Si  2.3084  -5.7073  18.39  0.157  2.4484  -1.2496
Si  2.2459  4.5653  15.4846  0.6035  2.4299  0.0545
Si  3.6808  5.5949  13.5316  1.8394  -0.7083  -1.5795
Si  9.0978  6.7265  16.3404  -1.418  -0.6271  -0.2308
Si  8.5455  2.5202  18.4722  -1.5226  2.5383  1.5344
Si  2.188  3.9026  20.1737  1.1377  -0.4452  2.415
Si  7.0348  0.0287  19.3072  -2.0991  0.0171  0.9732
Si  5.1185  8.6838  17.8777  -1.0975  1.4925  -1.2467
Si  11.3859  7.4911  17.8066  -1.519  -0.4241  0.345
Si  9.5661  0.5819  20.0237  1.97  -0.4926  2.5171
Si  14.0408  -2.7948  18.89  -0.5788  -1.2346  -0.3243
Si  7.4644  8.2987  14.2018  0.1143  1.959  -3.7811
O  3.3855  -4.4361  -3.0691  -0.8204  -1.2733  -0.6636
O  4.5076  0.5233  -1.177  0.0041  0.2312  1.4255
O  2.4013  2.2963  -1.3716  -0.2039  -0.6533  -1.3868
O  5.602  0.8221  1.0786  -0.3137  -1.7524  -1.1951
O  1.3353  6.926  2.1537  0.7022  -0.5255  -1.1761
O  -8.4432  3.1903  -6.8233  1.1809  -2.2294  -1.0212
O  1.1849  12.5638  1.5381  -2.1714  2.205  1.5214
O  1.0249  8.0072  -7.726  -0.6671  -0.8994  0.1892
O  9.9951  6.2053  -0.9236  0.6099  1.081  -0.4759
O  7.9661  -0.7092  1.4341  0.8141  -1.4816  0.8832
O  9.0015  1.4446  -0.2076  -0.3337  -0.0481  -2.3155
O  11.4617  -2.3281  -0.4931  -1.0451  -1.9776  -0.8964
O  8.9024  3.7994  -1.9322  1.3183  -0.6965  -0.6854
O  6.7214  5.7608  0.046  1.2666  1.719  1.1146
O  8.8536  8.3534  -0.4675  -0.8732  1.1336  1.2585
O  10.1839  7.9867  -2.8088  0.1377  0.7886  2.1347
O  -0.6407  1.311  11.616  -2.1245  0.5878  -1.4572
O  5.1565  3.0414  13.9977  0.4408  0.2377  0.1106
O  3.3878  2.3844  12.2745  -0.6199  -0.1144  -0.2931
O  7.4438  -0.4477  9.3155  -0.0851  0.2398  -0.1441
O  -1.425  4.4554  11.4724  -2.1507  -2.1665  0.5429
O  0.2294  6.0656  12.1617  0.786  1.4279  2.499
O  6.6489  17.7265  11.2209  0.5769  -0.3019  -0.5924
O  0.4688  10.4359  10.1933  -0.0055  -0.2185  -0.4267
O  5.9722  -0.0736  12.5113  -1.3858  0.1988  -1.0327
O  5.9265  -0.9111  18.4494  1.6909  1.1194  -0.2262
O  7.3112  1.5728  14.2059  -0.0757  0.0759  -0.001
O  7.1642  3.3654  12.3144  1.9912  0.1343  -1.8741
O  6.4005  4.9754  16.461  0.3025  1.672  0.8893
O  8.2842  7.9042  12.7575  -0.6207  -0.1723  0.4676
O  5.7758  8.3078  13.9947  0.8401  -0.7621  0.5308
O  4.7053  1.744  9.1204  2.7704  2.0318  -1.8769
O  5.3227  -0.1117  14.9856  -0.4674  -0.3779  0.1117
O  3.52  5.7151  15.1551  -0.8124  -0.7919  0.1976
O  5.0688  -5.0086  12.6995  -0.7533  -0.6597  0.5891
O  6.0516  -3.4464  18.0079  0.8383  -1.6453  -0.1998
O  0.8495  5.9719  18.276  0.4114  0.083  -0.3369
O  1.008  5.3093  14.6968  0.06  1.7106  -1.4009
O  7.0826  1.7142  19.0048  2.197  -0.6532  -1.2684
O  8.347  3.2997  17.0949  -0.3776  -0.1166  -1.3516
O  11.8747  -0.5156  12.7129  2.2446  -1.5614  1.7652
O  8.9339  5.3236  15.4671  0.192  0.2137  0.4221
O  6.4941  5.0758  19.1363  -0.7103  -0.0586  0.0065
O  13.5015  6.5766  12.7563  1.105  -1.8984  0.6872
O  14.1466  9.3095  14.1599  0.5135  0.4791  0.696
O  -0.8419  -2.2992  23.3739  1.2993  -0.8121  1.4464
O  4.6536  -2.2482  16.2861  0.0174  0.4045  1.515
O  7.6671  -0.9682  14.2032  0.967  0.0136  0.8864
O  1.7462  -2.4226  17.9811  1.9225  0.3538  0.625
O  2.2707  4.2443  17.0504  0.1424  0.5569  -0.1828
O  8.3049  6.3057  17.7486  1.3944  0.7696  -1.5224
O  0.6181  4.0636  20.3931  -0.5562  -0.4129  -0.3316
O  8.1598  7.7712  15.5206  -0.6148  -0.4842  0.1013
O  10.5023  7.5195  16.4416  0.4482  -1.2613  -0.4258
O  9.7125  1.4191  18.6271  0.605  1.2077  -0.1019
O  8.5624  -0.535  19.4541  -1.5261  -0.4729  -0.7048

Results
free energy: -36799.255 eV
free energy less fixed offsets of O -463.61, Si -117.95 eV per atom: 14.305 eV
pressure: 0.20 GPa
stress xx, yy, zz, yz, xz, xy (GPa, positive in tension): -0.83, -1.13, 1.36, 0.47, 1.99, -0.53

The program warned: the forces do not sum to zero within the program's tolerance.
